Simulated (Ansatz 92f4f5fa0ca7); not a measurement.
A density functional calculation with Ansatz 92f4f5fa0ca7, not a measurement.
Periodic cell of 223 atoms, Si132O90As1, from a study of silicon, its oxide and their interface. The atomic structure is a simulated model.
Doubt: the cutoff is far below the 930 eV that the study's wrapper takes by default for these files, so forces and energies are approximate.
This geometry differs little from another in the collection (a relaxation step or a small displacement).

Settings: functional PBE; potential files Ansatz PAW; basis plane waves; wave-function cutoff 580 eV; density cutoff ratio 5; exchange-correlation grid ratio 1; k mesh 1 x 1 x 1, Gamma-centred; self-consistency stop 5e-08 eV per atom in the density residual; occupations fixed; spin none; net charge +1 e, with a uniform compensating background and no finite-size correction.

Cell vectors (angstrom)
a 10.938 0 0
b 0 10.938 0
c 0 0 32.1988

Atoms and the computed forces on them: element, x, y, z (angstrom), force x, y, z (eV/angstrom)
Si 10.5832 0.2216 24.8598 0.0009 0 0.0006
Si 5.7348 10.6804 24.736 -0.0009 -0.0003 0.0015
Si 2.4767 2.9161 24.6326 -0.0003 -0.0001 0.0013
Si 8.4225 2.4637 24.8182 0.0007 0.0009 0.0008
Si 0.2717 5.1685 24.7479 -0.0004 0 0.0015
Si 5.1512 5.7477 24.6838 0.0006 0.0005 0.0014
Si 2.9312 8.0084 24.5899 0.0007 0.0004 0.0019
Si 7.9388 8.4377 24.7252 -0.0004 -0.0007 0.0007
Si 1.327 1.382 26.0276 -0.0002 -0.0002 -0.0008
Si 6.8445 1.3083 26.1165 0 -0.0002 -0.0013
Si 4.0417 4.1041 25.9832 0.0001 0.0003 -0.0014
Si 9.6062 4.0585 26.0785 0.0005 -0.0003 -0.0012
Si 1.3959 6.8276 25.9948 0.0002 -0.0002 -0.0016
Si 6.7665 6.8528 26.0175 -0.0005 -0.0002 -0.0008
Si 4.101 9.5335 25.9926 0.0003 -0.0004 -0.0011
Si 9.4604 9.5693 26.1465 0.0005 0.0004 -0.0011
Si 2.726 -0.0073 27.3355 0.0003 -0.0001 0.0015
Si 8.1566 -0.0212 27.5562 0.0006 0.0002 -0.0029
Si 0.0086 2.7147 27.4806 -0.0004 0 -0.0032
Si 5.4385 2.7434 27.3577 -0.0001 0.0001 0.0018
Si 2.7263 5.4652 27.4227 -0.0003 -0.0004 -0.0013
Si 8.1832 5.4711 27.3445 0.0002 0.0004 0.0014
Si -0.0084 8.1814 27.3666 -0.0003 -0.0002 0.0018
Si 5.4392 8.198 27.442 0.0006 0.0005 -0.0024
Si 4.079 1.3636 28.7353 -0.0006 -0.0002 -0.0013
Si 9.5775 1.3529 28.8407 0.0005 0 0.0029
Si 1.3666 4.105 28.8065 0.0001 0.0008 0.0024
Si 6.8274 4.1022 28.7321 0.0004 0 -0.0017
Si 4.097 6.8159 28.7981 0 -0.0002 0.0019
Si 9.5529 6.8223 28.7418 0.0001 -0.0005 -0.0012
Si 1.3652 9.5659 28.7274 0.0005 0.0001 -0.0017
Si 6.7834 9.5425 28.8563 -0.002 -0.0011 0.0033
Si 0.0224 -0.0255 30.1572 -0.0001 -0.0005 -0.0001
Si 5.4249 0.0113 30.1575 0.0003 -0.0003 -0.0001
Si 2.7385 2.7244 30.1465 0.0011 -0.0004 -0.0003
Si 8.1901 2.7478 30.1351 -0.0004 0.0004 0.0003
Si -0.0221 5.4668 30.1351 -0.001 0.0006 -0.0004
Si 5.4821 5.4544 30.1459 0.0001 -0.0006 -0.0001
Si 2.722 8.2094 30.1207 -0.0006 0.0003 0.0002
Si 8.205 8.1768 30.158 0.0012 -0.0005 -0.0003
Si 1.3809 1.3526 31.5264 -0.0005 0.0007 0
Si 6.8242 1.3783 31.4927 0.0008 -0.0005 0
Si 4.1155 4.0866 31.5124 -0.0009 0.0004 -0.0001
Si 9.5647 4.0963 31.5121 0.0017 -0.0002 -0.0005
Si 1.3531 6.8454 31.4765 0.001 -0.0013 -0.0001
Si 6.847 6.8129 31.5329 -0.0006 0.0013 0.0002
Si 4.076 9.5664 31.5182 0.0005 -0.0002 -0.0003
Si 9.58 9.5529 31.5161 -0.001 0.0005 -0.0001
Si 2.7423 -0.0069 0.7135 0.0004 -0.001 -0.0005
Si 8.1974 0.0082 0.6512 0.0002 -0.0005 0
Si -0.0003 2.7276 0.6824 -0.0016 0 0.0004
Si 5.4824 2.7256 0.6933 0.0003 0.0004 -0.0009
Si 2.7331 5.4901 0.638 0.0001 0.0007 0.0002
Si 8.2172 5.4463 0.7053 0.0006 -0.0009 -0.0007
Si 0.0148 8.1876 0.683 -0.0002 0.0001 -0.0012
Si 5.4699 8.2071 0.6791 -0.0002 -0.0006 0.0007
Si 4.1338 1.3567 2.069 -0.0012 0.0009 0.0009
Si 9.5613 1.3491 2.0441 0.0017 0 0
Si 1.3835 4.1272 2.0094 0.0003 0.0006 0.001
Si 6.857 4.0748 2.0698 -0.0014 0.0001 -0.0002
Si 4.1034 6.8273 2.0377 -0.0011 0 -0.0003
Si 9.5874 6.8302 2.0509 -0.0001 0.0004 0.002
Si 1.3831 9.5391 2.0601 -0.0012 0.0023 0
Si 6.8291 9.6042 2.0345 0.0026 -0.0014 0.0001
Si 0.0036 -0.029 3.3851 -0.0072 -0.0037 -0.0018
Si 5.5009 0.0092 3.4807 0.0005 -0.0014 0.0022
Si 2.7762 2.7879 3.3563 0.001 0.0018 -0.0009
Si 8.1933 2.684 3.4565 0.0032 -0.0004 0.0021
Si 0.0292 5.473 3.4175 0.0008 -0.002 -0.002
Si 5.4768 5.4547 3.3955 0.0012 0.0031 -0.0018
Si 2.7853 8.2114 3.4458 0.0023 -0.0047 0.0027
Si 8.2065 8.2279 3.3604 -0.0024 0.0017 -0.0029
Si 1.3897 1.404 4.6312 0.0024 0.0029 0.0092
Si 6.8567 1.3409 4.9233 -0.0006 0.0004 -0.0025
Si 4.1667 4.0739 4.7977 -0.004 -0.0017 0.0032
Si 9.6065 4.0667 4.7532 -0.0042 0.0001 0.0005
Si 1.4463 6.7972 4.7973 -0.0009 0.0052 -0.0006
Si 6.7931 6.9211 4.709 0.0016 -0.0036 0.0017
Si 4.1468 9.5741 4.8584 -0.0014 0.0004 -0.0026
Si 9.5289 9.5699 4.7765 0.0075 0.0009 0.0018
Si 2.7613 0.1305 6.0473 -0.0053 0.0021 0.0008
Si 8.2121 -0.0642 6.2939 0.0016 -0.0039 0.0038
Si 0.0322 2.6672 6.0706 0.0043 -0.0016 0.0002
Si 5.476 2.7138 6.2961 -0.0011 0.0013 0.0033
Si 2.8341 5.4597 6.1748 0.0017 -0.0045 0.0044
Si 8.0788 5.4078 5.9661 -0.0022 0.0003 -0.0019
Si 0.109 8.273 6.0693 -0.0043 0.0008 -0.0022
Si 5.5207 8.2153 6.2691 0.0039 -0.0009 0.0038
Si 3.8476 1.5649 7.6187 -0.0017 -0.0004 -0.0108
Si 9.8412 1.1412 7.4837 0.0019 -0.0008 -0.0071
Si 1.6499 3.7968 7.316 0.0001 0 -0.0154
Si 6.6198 4.3908 7.5234 0.0064 0.0005 -0.001
Si 4.3864 6.6166 7.5702 -0.0008 -0.0011 -0.0055
As 9.4126 6.9074 7.2699 0.0133 -0.0039 -0.0219
Si 1.1807 9.97 7.3286 0.0007 -0.0007 -0.0068
Si 7.1678 9.2209 7.688 0.0025 -0.0038 -0.0101
O 8.3559 8.0919 8.0019 -0.0147 0.0192 0.0047
O 2.7276 2.7288 7.9548 0.0039 0.0016 0.0084
O 9.5189 1.3485 24.2674 -0.0002 -0.0003 0.0011
O 4.047 6.8633 24.127 0.0001 -0.0005 0.0004
O 0.039 0.0304 7.9896 -0.0025 -0.0017 0.0035
O 5.5199 5.5058 8.0578 -0.0025 0.0002 -0.0004
O 6.8473 9.5712 24.1986 0.0006 0.0005 0.0007
O 1.3675 4.0617 24.1677 0.0001 0.0001 0.0006
O 3.7941 7.3239 8.9549 -0.0002 0.0005 0.0019
O 0.878 4.4133 8.6097 0.0004 -0.0029 0.0031
O 9.7598 6.0608 8.7975 0.0044 -0.0094 0.0208
O 2.1659 9.3977 8.4942 0.0018 -0.0011 0.002
O 7.5216 3.9276 8.812 -0.0021 -0.0013 -0.0009
O 4.274 0.9142 9.0765 0.0023 -0.0014 0.0039
O 6.7396 9.5459 9.2325 -0.0004 -0.0004 0.0069
O 9.2113 1.8637 8.817 -0.0019 0.0011 0.0023
O 7.7028 3.1497 23.5187 -0.0003 0.0002 -0.0003
O 10.4906 5.845 23.4457 -0.0003 0.0005 -0.0006
O 5.0845 0.4382 23.4053 -0.0002 0.0004 -0.0007
O 5.8597 5.088 23.3594 0.0006 -0.0009 -0.0006
O 3.1005 2.2056 23.2744 0.0009 -0.0006 -0.0006
O 2.296 8.7223 23.2274 -0.001 0.0006 -0.0009
O 8.6232 7.7587 23.3928 0.0007 -0.0005 -0.0003
O 0.2269 10.3217 23.5961 0.0001 -0.0005 -0.0002
Si 4.3854 1.5694 22.4641 0 0 -0.0001
Si 3.4869 7.9301 14.04 0 0 0.0011
Si 7.1122 0.9571 14.6763 -0.0013 0.0007 0.0007
Si 0.9428 9.3539 22.5176 0.0004 -0.0004 -0.0001
Si 1.1809 4.3094 11.8926 -0.0014 0.0018 0.0007
Si 6.2629 8.9654 15.3281 0 -0.0001 0.0011
Si 0.6758 1.3736 12.2996 -0.0002 0.0004 0.0015
Si 8.6244 4.9517 20.5091 -0.0002 0.0001 -0.0002
Si 0.3278 5.7205 9.371 -0.0086 0.0036 0.0014
Si 5.1 3.126 17.9504 0 -0.0001 0
Si 0.8875 3.7501 16.7563 -0.0003 0.0003 0.0001
Si 10.4027 2.8497 19.234 0.0001 0 -0.0002
Si 5.2814 1.1834 10.365 -0.0001 -0.0001 0.0001
Si 0.8836 0.1793 19.8489 0.0001 -0.0003 -0.0003
Si 6.6473 9.4536 10.8831 0.0005 -0.0013 -0.0003
Si 9.335 9.6793 18.3332 -0.0001 0.0002 0
Si 9.3837 9.2471 12.588 -0.0003 -0.0007 0.0006
Si 6.5678 3.8434 22.5803 -0.0003 0.0002 -0.0001
Si 2.4037 8.0704 9.3925 -0.0035 -0.0017 -0.0004
Si 10.5856 7.3702 17.0807 -0.0001 -0.0001 0.0001
Si 2.5098 6.2938 16.5856 0 0.0001 0.0004
Si 10.1744 4.4952 14.2023 0.0007 -0.0001 0.0005
Si 6.1353 9.1859 18.5221 -0.0001 0 -0.0001
Si 7.9685 2.5711 9.6069 0.0008 0.0032 -0.0003
Si 8.8793 2.143 12.4742 -0.0006 0.0008 0.0005
Si 5.3357 6.2475 18.0712 0.0001 0.0002 -0.0002
Si 3.919 0.5567 19.4671 -0.0001 -0.0001 -0.0002
Si 4.2754 3.8418 12.0626 -0.0006 0.0004 0.0013
Si 5.5361 6.6013 12.1498 0.0006 0.0002 0.0015
Si 8.0117 2.509 17.2256 0 0.0002 0
Si 4.3571 2.4807 14.9765 0.0012 -0.0008 0.0006
Si 1.5374 1.2175 15.2624 -0.0002 0.0001 0.0003
Si 1.558 9.4188 12.0626 0.0001 -0.0001 0.0005
Si 8.0449 6.8534 13.8779 0.0002 0 0.001
Si 10.3757 9.8409 15.4977 -0.0001 0 0.0007
Si 9.807 7.0144 22.5457 0.0001 0.0001 -0.0001
Si 8.1054 5.4861 17.4083 0 0 0.0001
O 6.0409 7.955 11.2865 0 0.0002 -0.0008
O 6.0136 9.2086 16.903 0 0.0001 -0.0004
O 7.6773 1.359 13.202 -0.0005 -0.0005 0.0005
O 0.9034 1.7565 13.8635 0 -0.0005 -0.0005
O 9.421 6.2621 16.8779 0.0001 0.0001 0
O 6.7528 6.2063 13.1457 -0.0006 -0.0001 -0.0008
O 5.1257 4.6637 18.6148 -0.0001 0 0.0003
O 9.2305 2.163 18.2766 -0.0004 0 0
O 2.363 0.0972 19.0798 0 0 0.0003
O 9.4069 10.2374 16.773 0.0001 0 -0.0003
O 2.7867 4.4333 11.7091 0.0012 -0.0004 -0.0008
O 5.0623 10.3233 19.1097 0 -0.0001 0.0002
O 9.4286 3.2399 13.5092 0.0006 0.0003 0.0001
O 0.4567 1.7676 19.9629 -0.0002 0.0001 0.0003
O 3.1512 1.3628 15.0686 0.0002 0.0004 -0.0005
O 8.1655 5.3747 19.0212 -0.0001 0.0001 -0.0003
O 3.8919 6.6056 17.3925 -0.0003 0 -0.0001
O 4.5783 3.2827 16.3912 -0.0001 -0.0002 -0.0009
O 9.0583 5.6678 14.3119 -0.0002 0 -0.0003
O 5.4466 2.758 22.1362 0.0001 -0.0001 0.0003
O 10.6797 4.1593 15.6934 0.0001 0.0001 -0.0007
O 0.3439 3.8721 18.2894 0.0001 0.0001 -0.0002
O 10.422 10.5167 19.2254 -0.0001 -0.0001 0.0001
O 9.6343 10.0307 14.0369 0.0001 0.0002 -0.0003
O 10.91 8.1181 22.0881 0 0.0001 0.0004
O 1.1864 2.1659 16.5316 0.0001 -0.0001 -0.0004
O 9.732 3.7516 20.4228 0.0001 -0.0002 0.0002
O 8.1338 4.0344 16.678 0 0 -0.0001
O -0.0507 9.1057 11.9168 0.0002 0.0004 -0.0005
O 6.5854 2.4246 18.0161 0 0.0001 0.0001
O 5.5834 10.7135 11.1942 -0.0001 0.0003 -0.0004
O 7.746 9.5933 18.8491 0.0001 0 0.0003
O 10.0268 1.0289 12.0627 0.0004 0 -0.0005
O 1.1954 7.0458 9.0295 0.0051 0.0047 0.0017
O 0.6163 4.7729 13.3506 -0.0012 -0.0007 0
O 5.7051 7.6236 18.9867 -0.0001 -0.0001 0.0003
O 5.2336 5.0861 11.5229 -0.0003 0.0002 -0.0005
O 2.7085 6.9847 15.1191 0.0001 0.0001 -0.0005
O 0.8998 2.7516 11.4601 -0.0001 -0.0007 -0.0003
O 0.8546 10.6914 15.5428 -0.0001 0 -0.0004
O 2.3742 8.5776 10.9193 -0.0002 -0.0002 -0.0009
O 4.6956 2.4342 11.2715 0 0.0001 -0.0003
O 4.2458 3.5109 13.6848 0.0004 -0.0008 -0.0001
O 2.206 4.6833 16.4929 -0.0001 -0.0001 0
O 10.7013 8.2541 15.7005 0 0.0001 -0.0003
O 6.9222 10.29 14.6709 -0.0001 0.0005 -0.0006
O 2.3436 8.9602 13.4303 -0.0002 0.0002 -0.0006
O 8.0254 1.5231 15.9155 -0.0004 0 -0.0004
O 4.1169 7.0007 12.8528 0.0001 0 -0.0008
O 4.1756 2.0116 18.7282 0.0001 0.0003 0
O 7.2888 4.4187 21.2593 0.0004 0.0002 0
O 8.4053 2.9308 11.123 -0.0002 -0.0006 0.0002
O 1.1745 6.8634 17.3599 0 0 0.0001
O 5.6478 1.5763 14.7501 0.0003 0.0009 -0.0006
O 8.129 9.7588 11.5925 0.0001 0.0001 -0.0005
O 9.1997 6.2884 21.2342 -0.0002 -0.0004 0.0001
O 8.9462 7.7161 12.856 -0.0002 0.0002 -0.0004
O 1.6456 0.1224 11.8721 -0.0002 -0.0004 -0.0005
O 6.6393 6.148 17.0645 0 -0.0001 0
O 7.3961 7.8044 15.0481 -0.0001 0 -0.0004
O 1.2124 10.3025 21.2313 -0.0001 0.0005 -0.0002
O 10.0295 8.2018 18.3597 0 -0.0001 0
O 3.944 0.8469 21.0825 -0.0001 -0.0002 -0.0002
O 0.3535 5.3543 10.9322 0.0018 -0.0001 0.0007
O 6.692 1.5776 9.6359 -0.0005 -0.0002 0.0001
O 4.7787 8.7021 14.6824 -0.0003 -0.0001 -0.0005

Results
free energy: -139958.747 eV
free energy less fixed offsets of As -4856.12, O -568.88, Si -635.61 eV per atom: -2.907 eV

The program warned: the cutoff lies below the one the program advises for these potential files; the exchange-correlation potential is rough where the density is thin.
